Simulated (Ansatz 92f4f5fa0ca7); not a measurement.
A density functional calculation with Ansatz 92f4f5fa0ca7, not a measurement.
Periodic cell of 228 atoms, Si140O88, from a study of silicon, its oxide and their interface. The atomic structure is a simulated model.

Settings
functional: r2SCAN
potential files: Ansatz PAW
basis: plane waves
wave-function cutoff: 800 eV
density cutoff ratio: 5
exchange-correlation grid ratio: 1
k mesh: 1 x 1 x 1, shifted by 0.5 0.5 0 of a step
self-consistency stop: 1e-10 eV per atom in the density residual
occupations: fixed
spin: none
net charge: 0

Cell vectors (angstrom)
a 10.888 0 0
b 0 10.888 0
c 0 0 32.9254

Atoms: element, x, y, z (angstrom)
Si -0.3679 0.134 0.1022
Si 2.4059 3.0478 -0.1795
Si 0.0485 5.148 -0.0244
Si 2.8969 8.0475 0.1004
Si 5.8203 -0.0481 0.2399
Si 8.3974 2.3765 0.2367
Si 5.119 5.8272 -0.0224
Si 7.8127 8.4665 0.0188
Si 1.3356 1.3816 1.1929
Si 4.0207 4.1172 1.2105
Si 1.262 6.794 1.2558
Si 4.1123 9.62 1.3511
Si 6.9322 1.3135 1.7089
Si 9.5186 4.0308 1.4301
Si 6.7188 6.8706 1.3405
Si 9.3981 9.5082 1.4476
Si 0.029 2.6687 2.7303
Si 2.6904 0.0723 2.6396
Si -0.0447 8.1404 2.6829
Si 2.6701 5.4486 2.6549
Si 5.3853 2.7787 2.6827
Si 8.2176 -0.077 2.9936
Si 5.4178 8.2224 2.7575
Si 8.1158 5.4714 2.6633
Si 1.3621 4.0734 4.0701
Si 4.0444 1.3961 4.0543
Si 1.349 9.5448 4.007
Si 4.0431 6.8116 4.0425
Si 6.7647 4.1217 4.0487
Si 9.6008 1.3586 4.1781
Si 6.7678 9.4793 4.2136
Si 9.4943 6.7901 4.0655
Si 0.055 -0.0178 5.4816
Si 2.7151 2.7329 5.4574
Si -0.0207 5.4295 5.4216
Si 2.7028 8.1846 5.3969
Si 5.3979 0.0254 5.4552
Si 8.1548 2.7483 5.4159
Si 5.4233 5.4738 5.4257
Si 8.1643 8.1183 5.4998
Si 1.384 1.357 6.842
Si 4.0876 4.1019 6.7932
Si 1.355 6.8114 6.7622
Si 4.055 9.526 6.8056
Si 6.804 1.3769 6.7816
Si 9.513 4.0804 6.8079
Si 6.7884 6.7779 6.8431
Si 9.5425 9.519 6.8073
Si -0.0121 2.7139 8.1796
Si 2.7293 -0.0101 8.1989
Si 0.0286 8.1696 8.1478
Si 2.7146 5.4562 8.1473
Si 5.4604 2.7436 8.1409
Si 8.1718 0.0075 8.1446
Si 5.4296 8.1671 8.178
Si 8.1615 5.4225 8.1909
Si 1.3672 4.0874 9.5199
Si 4.1085 1.3862 9.4932
Si 1.3661 9.5097 9.5546
Si 4.0694 6.7951 9.5432
Si 6.8099 4.054 9.5546
Si 9.524 1.339 9.5509
Si 6.818 9.5376 9.5123
Si 9.5632 6.8071 9.4821
Si 0.0133 -0.0159 10.9228
Si 2.7417 2.7147 10.8671
Si 0.0166 5.4698 10.8693
Si 2.7243 8.1539 10.9316
Si 5.4657 0.047 10.8507
Si 8.1741 2.699 10.9318
Si 5.4295 5.4112 10.897
Si 8.2241 8.1662 10.8314
Si 1.4069 1.3591 12.2501
Si 4.0667 4.0418 12.2868
Si 1.3587 6.7761 12.3039
Si 4.1059 9.5936 12.1935
Si 6.7928 1.3445 12.3027
Si 9.5665 4.1039 12.2199
Si 6.8749 6.7826 12.1415
Si 9.5508 9.4835 12.275
Si 0.0942 2.7983 13.5716
Si 2.7514 -0.0056 13.6458
Si -0.0016 8.1196 13.6909
Si 2.7173 5.3985 13.6696
Si 5.3937 2.6755 13.6916
Si 8.1902 -0.0357 13.6175
Si 5.5745 8.2384 13.3956
Si 8.1562 5.4121 13.5665
Si 1.4233 4.0315 15.1617
Si 4.0826 1.3102 15.1365
Si 1.3906 9.4976 15.0158
Si 4.2179 6.8946 14.6613
Si 6.7752 4.0755 14.9621
Si 9.5714 1.4245 14.8106
Si 6.8581 9.4474 14.9633
Si 9.509 6.6965 15.0022
Si 0.2078 0.3013 16.1482
Si 2.5106 2.3949 16.5817
Si -0.3449 5.0595 16.3512
Si 3.0982 8.304 16.1169
Si 5.2666 -0.3753 16.3073
Si 8.3266 2.8386 16.2073
Si 5.6256 5.7609 16.1228
Si 7.9374 7.8286 16.3165
Si -8.4518 24.0295 21.8726
Si 5.934 30.531 22.5436
Si 7.2364 26.3127 25.6619
Si 12.2738 9.852 30.922
Si 11.4132 30.6124 22.6607
Si 27.5192 11.2862 29.0322
Si 30.5765 11.4662 20.3503
Si 24.8225 23.204 30.1987
Si -5.6227 38.8491 23.9723
Si 17.5554 30.8953 27.3169
Si 19.5192 -0.8279 22.9637
Si 0.4488 6.2397 24.1707
Si 14.7693 4.8339 21.7128
Si -3.3409 17.0182 28.173
Si 11.6842 27.1287 19.2264
Si 26.722 10.3823 25.0081
Si 14.4299 6.156 18.1673
Si 2.2444 21.8836 24.0158
Si 32.8415 -2.8038 26.2287
Si 14.7922 18.5086 20.5311
Si 25.7674 13.7305 19.4152
Si -1.8013 21.3541 25.9077
Si -12.0116 9.4292 18.2808
Si 17.4931 1.369 18.4732
Si -1.5552 39.4175 30.7498
Si -16.482 2.1082 26.3904
Si 6.371 12.9604 31.0703
Si 13.2837 2.8417 27.4486
Si 21.3944 -18.9049 20.9383
Si 31.3617 14.7164 23.6289
Si 2.8622 16.5359 28.4054
Si 2.7742 -4.1319 25.645
Si 11.6297 40.4729 29.1311
Si 11.8864 8.1988 19.9044
Si -5.4951 4.7771 30.0234
Si 0.0982 1.7413 25.5709
O 10.447 13.7199 -8.3885
O 14.3503 -15.4581 -5.8755
O 22.69 -3.5564 -9.8481
O 7.6512 2.1286 -15.4211
O 15.2385 22.3189 -3.0837
O -8.9763 17.6017 -3.7865
O 9.8991 5.55 -1.2373
O 5.6756 1.2952 -5.2091
O 15.8297 15.85 -9.9845
O 5.5249 3.1752 -2.6919
O -1.1211 12.7069 -12.9682
O 12.1132 4.1358 -0.5779
O -11.1167 7.5695 -2.5468
O 14.6659 24.4814 -6.3461
O 12.1626 9.3148 -3.5267
O -4.4959 3.255 26.1598
O 10.399 6.9504 25.2916
O 2.8873 23.0347 23.0607
O 11.2533 30.831 21.0851
O 4.3798 25.961 20.2915
O -1.4581 3.9206 16.7279
O 25.7481 6.9614 24.5864
O -18.673 24.3778 31.3322
O 17.8029 0.9974 29.9868
O 10.0529 -0.2554 17.2591
O 35.1729 34.6519 28.8038
O 8.0399 5.2215 26.9111
O 12.686 18.939 25.9395
O 17.6664 9.6728 32.4857
O 16.9114 9.7432 28.6691
O 15.0147 9.4169 16.7517
O 17.0034 18.1896 23.1982
O 15.8667 -2.2958 21.2378
O 0.5848 6.6562 20.1385
O 3.9733 17.818 32.515
O 2.0643 15.2457 27.8817
O -16.1766 20.2517 26.1047
O 13.5811 7.2427 17.2976
O 5.2828 20.7308 23.5317
O 16.6475 16.3221 31.4546
O -0.5169 -1.4037 25.9168
O -2.5894 10.5459 24.4769
O 20.0801 20.9681 19.6277
O 6.7595 6.7685 16.7758
O 8.2066 25.9162 24.4199
O 19.5484 19.3116 17.658
O 14.2158 21.3655 25.1009
O 9.9423 30.9393 23.2041
O 5.4361 22.8074 25.1876
O 13.28 5.271 18.8958
O 18.4192 2.8679 31.8601
O 21.8353 5.6141 17.8203
O 8.9082 54.847 21.9572
O 1.0935 13.2557 26.6516
O 10.8885 20.9902 31.7218
O 4.5159 17.8304 19.1955
O -4.8846 10.9794 17.6853
O 0.9307 11.5454 24.7386
O 25.6939 5.1641 29.5166
O 1.7638 16.5538 24.9546
O 2.3031 8.7879 31.7104
O 4.5514 16.1372 17.2713
O 7.3067 11.8124 19.8488
O 12.1914 1.3058 16.8532
O -7.6442 23.6677 20.5031
O 24.8312 24.6229 18.0617
O 9.7003 22.8085 26.2663
O 29.2108 9.2512 22.2367
O 8.6479 17.1665 29.3633
O 16.2925 24.1146 18.8722
O 23.5255 31.5311 23.131
O -0.4125 5.1471 23.4235
O 0.8479 -8.7843 21.658
O 3.4328 -4.5075 21.4794
O 0.3092 8.7094 18.5348
O 13.6099 -17.9554 22.229
O 31.2127 3.3136 22.0909
O 17.0394 38.283 25.174
O 8.0193 20.8407 26.9957
O 11.1217 4.07 20.024
O 9.4755 1.3022 32.5523
O 27.2502 12.072 32.1201
O -2.5332 7.7292 31.5906
O 7.0367 -14.2055 27.6079
O 17.2356 5.3074 28.8583
O -0.0939 18.6075 27.7689
O 2.0254 0.4184 30.8938
O 2.5948 -2.4657 20.0188

Results
free energy: -139742.039 eV
free energy less fixed offsets of O -570.45, Si -639.56 eV per atom: -4.039 eV

Forces (eV/angstrom), in the order of the atoms: element, x, y, z
Si 0.0341 0.027 0.1746
Si -0.0317 -0.0166 0.2326
Si 0.078 0.015 0.1591
Si 0.0229 -0.0339 0.1539
Si -0.0542 -0.0869 0.1458
Si 0.0568 0.0213 0.1885
Si -0.0317 0.0065 0.2219
Si -0.0054 0.006 0.2102
Si -0.0023 -0.0166 -0.0014
Si 0.0099 -0.0182 -0.0315
Si 0.0368 0.0102 0.0008
Si -0.0206 -0.0118 0.0075
Si -0.0295 -0.0052 0.0378
Si 0.008 0.0059 0.005
Si 0.0078 0.0019 -0.024
Si 0.0313 0.0131 0.0131
Si -0.0115 0.0212 0.0432
Si 0.0104 -0.0357 0.013
Si 0.0048 0.0174 0.0218
Si 0.0044 -0.0007 0.0455
Si 0.0316 -0.0159 0.027
Si -0.0125 0.0201 0.05
Si -0.0047 -0.0246 0.0576
Si 0.005 -0.0083 0.0296
Si 0.0054 0.0029 -0.0273
Si 0.0208 -0.003 -0.0067
Si -0.0142 0.0072 -0.015
Si -0.0266 0.0375 -0.0248
Si 0.0023 -0.0131 -0.0122
Si -0.0159 -0.0349 -0.0062
Si 0.0059 0.0307 -0.0007
Si -0.0219 0.0004 -0.0173
Si -0.0197 0.0013 0.0068
Si -0.0036 0.0059 0.0085
Si 0.0081 0.0027 0.0172
Si -0.0053 -0.0079 0.0107
Si 0.0129 -0.0084 0.0116
Si -0.0087 -0.0167 0.0189
Si -0.0109 0.0102 0.0094
Si 0.0021 0.031 0.0142
Si -0.0064 -0.0202 0.0107
Si 0.0042 0.0124 0.0105
Si 0.005 0.0072 0.0071
Si 0.0034 0.0024 0.0095
Si 0.0057 0.0026 0.015
Si -0.0074 -0.0202 0.0023
Si -0.0014 0.0038 -0.0006
Si 0.0067 -0.005 0.0166
Si 0.0022 -0.0083 0.0059
Si 0.0127 0.0153 -0.0038
Si -0.0282 -0.009 -0.0024
Si 0.0028 0.0024 -0.0039
Si -0.0022 -0.0093 0.0073
Si 0.0006 -0.0107 0.0138
Si 0.0145 0.0059 0.001
Si -0.0079 0.0109 -0.005
Si -0.0088 -0.0063 -0.0184
Si 0.0096 -0.0188 -0.0069
Si 0.0147 0.0027 0.0036
Si 0.002 0.0055 -0.0119
Si 0.0178 0.0073 -0.0039
Si -0.001 0.0034 -0.0076
Si 0.0022 -0.0035 -0.0164
Si 0.0012 0.006 -0.0086
Si 0.0051 -0.0054 -0.0161
Si -0.0065 -0.001 -0.0073
Si -0.0225 0.0012 -0.0213
Si 0.0011 0.0031 -0.0205
Si 0.0103 -0.0107 -0.0058
Si -0.0005 -0.0174 -0.0191
Si 0.0092 -0.0015 -0.0065
Si -0.0208 -0.0044 -0.0121
Si -0.0403 -0.0064 0.0238
Si -0.0053 0.0119 0.0174
Si 0.0207 -0.004 0.0083
Si 0.0191 -0.046 0.0186
Si 0.0138 -0.0047 0.0174
Si 0.0129 -0.0145 0.0199
Si -0.0342 0.0135 -0.001
Si -0.0124 -0.007 0.0172
Si -0.0105 -0.0185 -0.0423
Si 0.0227 0.0185 -0.0377
Si -0.0122 -0.0025 -0.0269
Si 0.0087 0.0247 -0.0328
Si 0.0305 0.0004 -0.0262
Si 0.0088 0.0168 -0.0329
Si -0.0112 -0.0083 -0.0503
Si 0.0193 0.0036 -0.0622
Si 0.0061 0.0168 0.0101
Si -0.0042 -0.0249 0
Si 0.0126 -0.0012 0.0121
Si -0.0035 -0.0016 -0.0233
Si 0.0001 -0.0062 0.007
Si 0.016 -0.024 -0.0308
Si 0.0034 0.0191 -0.0157
Si -0.0019 -0.0038 0.0086
Si 0.0777 0.025 -0.1411
Si 0.021 0.0151 -0.2118
Si 0.008 -0.0159 -0.1755
Si -0.031 0.0786 -0.1611
Si -0.014 0.023 -0.182
Si 0.0081 0.0764 -0.1383
Si 0.0417 -0.0519 -0.1591
Si 0.0031 -0.0023 -0.2121
Si 0.0087 0.0481 -0.1629
Si -0.025 -0.0085 -0.1166
Si -0.0064 0.0088 0.0589
Si -0.0008 0.0032 0.206
Si -0.0394 0.0059 -0.1763
Si -0.0416 0.0511 0.2283
Si -0.0509 -0.0211 -0.2129
Si -0.0075 0.0395 0.2524
Si -0.0345 -0.0254 -0.0564
Si -0.0178 -0.0047 0.1242
Si 0.0059 0.0439 -0.1009
Si 0.0014 0.0163 -0.0125
Si -0.0144 -0.0309 -0.1372
Si -0.0008 -0.0121 0.2154
Si -0.0061 0.0188 -0.2254
Si 0.0651 0.003 0.0135
Si 0.007 -0.0176 -0.2148
Si 0.0013 0.0439 -0.0539
Si -0.004 -0.0336 0.1312
Si -0.0273 -0.0625 -0.1997
Si -0.0127 -0.0376 -0.2758
Si -0.0371 -0.0362 0.0315
Si -0.0393 0.0147 -0.1761
Si -0.0578 0.0053 -0.1938
Si -0.018 0.0051 0.2388
Si -0.0395 -0.0252 0.1198
Si 0.0145 -0.0065 0.2019
Si 0.0531 -0.0141 0.1748
Si 0.0534 0.024 -0.1646
Si 0.0094 -0.0194 -0.0625
Si 0.0179 -0.02 0.1702
Si 0.0268 -0.0438 0.1013
Si 0.0105 0.0402 0.2022
Si 0.001 -0.0445 -0.1801
Si 0.0274 0.025 0.2482
Si 0.0389 0.0214 0.0523
O 0.0069 -0.0036 -0.0028
O 0.0019 0.0432 -0.0991
O 0.033 -0.0181 0.0039
O -0.0214 -0.0569 0.1266
O 0.0616 -0.0535 -0.0879
O 0.0205 -0.024 -0.0664
O -0.0832 0.0214 -0.137
O 0.0077 0.0503 -0.1207
O 0.0346 0.0019 0.0474
O -0.0355 0.0091 -0.0992
O 0.0299 0.021 0.0716
O -0.0249 0.0047 -0.0677
O 0.036 0.0106 -0.0898
O 0.0273 0.0222 -0.0698
O -0.0163 -0.0257 -0.1325
O 0.0115 0.0081 -0.0263
O -0.0266 0.002 0.0094
O 0.0051 -0.0459 0.0762
O -0.0189 0.046 0.1064
O 0.0281 0.0735 0.1037
O 0.0041 -0.021 0.0688
O -0.014 0.0387 -0.0032
O 0.017 -0.0456 -0.1558
O 0.0108 -0.0407 -0.0875
O -0.0649 -0.0388 0.1174
O -0.0477 0.0454 -0.1506
O 0.0187 -0.0254 -0.0749
O 0.0303 0.0379 -0.0308
O 0.0149 0.0002 -0.0935
O 0.0232 -0.0576 -0.0774
O 0.014 0.0054 0.0679
O 0.015 -0.0127 0.0321
O 0.0555 0.0466 0.0742
O 0.0004 -0.0045 0.0906
O -0.0301 0.0102 -0.0667
O -0.0411 -0.0077 -0.0527
O -0.0249 -0.0055 -0.0355
O -0.0276 -0.0349 0.1297
O -0.0249 0.0269 0.0158
O 0.0294 -0.0211 -0.1921
O 0.011 0.0168 -0.0337
O -0.0008 0.0176 0.0214
O -0.0006 0.0221 0.116
O 0.0178 0.0114 0.0873
O 0.0001 0.0008 -0.0142
O 0.0505 0.0263 0.1383
O -0.0003 -0.0098 0.0364
O -0.0071 -0.0176 0.058
O 0.0212 -0.0044 -0.0399
O -0.0243 -0.0386 0.0948
O -0.0402 0.0238 -0.1431
O 0.0161 0.0086 0.1629
O 0.0026 -0.0145 0.1072
O -0.0654 -0.0088 -0.0546
O 0.0165 -0.0385 -0.1005
O 0.0184 0.0348 0.1203
O 0.0414 0.0024 0.1257
O -0.0194 -0.0231 0.0004
O -0.0586 0.0255 -0.0703
O -0.0082 -0.0153 0.0031
O -0.0429 0.0271 -0.1154
O -0.0501 -0.0097 0.1585
O 0.0446 -0.02 0.1359
O -0.026 -0.0342 0.054
O -0.0514 -0.0349 0.1121
O 0.0203 0.0194 0.1757
O -0.0122 0.003 0.0038
O 0.0142 -0.0183 0.0265
O -0.0433 -0.0217 -0.1528
O -0.0084 0.0207 0.0784
O 0.012 -0.0082 0.0261
O -0.0052 0.0047 -0.0049
O -0.0141 -0.0293 0.0577
O -0.0151 -0.0084 0.0775
O 0.0373 -0.0145 0.0843
O -0.0188 0.0317 0.046
O -0.046 0.0225 0.0923
O 0.0004 0.0276 -0.0005
O 0.035 0.0261 -0.0215
O -0.0431 -0.0565 0.0981
O 0.0019 -0.0082 -0.0744
O 0.0081 0.0732 -0.1842
O 0.0361 -0.0579 -0.157
O -0.0068 0.0447 -0.0638
O 0.0399 0.0164 -0.125
O -0.0414 -0.0092 -0.1288
O 0.0112 0.025 -0.0796
O 0.0375 0.0348 0.0572

The program warned: the cutoff lies below the one the program advises for these potential files; the forces do not sum to zero within the program's tolerance; empty levels may hold ghost states of the PAW files; the exchange-correlation potential is rough where the density is thin.
